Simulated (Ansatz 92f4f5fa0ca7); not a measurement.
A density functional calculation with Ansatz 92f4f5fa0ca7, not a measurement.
Periodic cell of 223 atoms, Si133O90, from a study of silicon, its oxide and their interface. The atomic structure is a simulated model.
Doubt: the cutoff is far below the 930 eV that the study's wrapper takes by default for these files, so forces and energies are approximate.

Settings: functional PBE; potential files Ansatz PAW; basis plane waves; wave-function cutoff 580 eV; density cutoff ratio 5; exchange-correlation grid ratio 1; k mesh 1 x 1 x 1, Gamma-centred; self-consistency stop 5e-08 eV per atom in the density residual; occupations fixed; spin none; net charge 0.

Cell vectors (angstrom)
a, 10.938, 0, 0
b, 0, 10.938, 0
c, 0, 0, 32.1082

Atoms and the computed forces on them: element, x, y, z (angstrom), force x, y, z (eV/angstrom)
Si, 0.426, -0.5466, 24.7129, 0.2028, 0.0424, -0.1586
Si, 5.3045, 0.2896, 24.6678, -0.0173, 0.1203, -0.0477
Si, 2.7934, 2.2651, 24.5849, 0.0201, -0.0456, -0.0625
Si, 8.078, 2.7997, 24.653, 0.0039, 0.0581, 0.0124
Si, -0.224, 5.6966, 24.5415, -0.1198, 0.0577, -0.0679
Si, 4.8176, 5.9333, 24.5548, 0.0022, 0.1154, -0.1651
Si, 2.676, 8.1957, 25.0002, 0.1212, -0.0935, 0.0174
Si, 8.2793, 7.8247, 24.5612, 0.0567, -0.1728, -0.158
Si, 1.3841, 1.1458, 26.0795, 0.0417, 0.0149, 0.1088
Si, 6.8193, 1.4013, 26.049, -0.0116, 0.0106, -0.0241
Si, 3.894, 4.1029, 25.772, -0.0557, -0.0372, 0.0392
Si, 9.6675, 4.0297, 25.8787, -0.0513, -0.0679, 0.0096
Si, 1.247, 6.7587, 26.0911, 0.061, 0.0308, -0.0457
Si, 6.6871, 6.7387, 25.9129, -0.0028, -0.0243, 0.0451
Si, 4.2032, 9.6114, 26.0252, -0.0648, -0.1491, 0.0504
Si, 9.4823, 9.4921, 25.8137, -0.0675, -0.047, 0.044
Si, 2.8155, -0.0573, 27.4348, -0.0038, -0.0035, -0.15
Si, 8.2287, -0.0215, 27.2915, -0.0569, 0.0425, 0.0096
Si, 0.0488, 2.6805, 27.3137, -0.0085, 0.0115, -0.0429
Si, 5.3864, 2.8305, 27.277, 0.0247, -0.0583, -0.0037
Si, 2.7012, 5.4268, 27.3387, -0.043, -0.0275, -0.0129
Si, 8.194, 5.4116, 27.2646, 0.0892, 0.0037, -0.0097
Si, -0.0872, 8.2327, 27.3384, 0.043, -0.0246, -0.0334
Si, 5.5253, 8.1911, 27.3505, -0.0515, 0.0505, -0.0628
Si, 4.1018, 1.3673, 28.69, 0.2874, 0.5662, 0.3235
Si, 9.5708, 1.3673, 28.69, 0.0632, -0.0838, -0.1408
Si, 1.3673, 4.1018, 28.69, -0.027, -0.3833, 0.2879
Si, 6.8362, 4.1018, 28.69, -0.1879, 0.0462, -0.1417
Si, 4.1018, 6.8362, 28.69, 0.0015, -0.0643, -0.1549
Si, 9.5708, 6.8362, 28.69, -0.5147, -0.1729, -0.0629
Si, 1.3673, 9.5708, 28.69, -0.1862, -0.291, 0.2601
Si, 6.8362, 9.5708, 28.69, 0.4004, 0.0399, 0.1443
Si, 0, 0, 30.0572, 0.0396, 0.0402, 0.016
Si, 5.469, 0, 30.0572, 0.1221, 0.1742, -0.0303
Si, 2.7345, 2.7345, 30.0572, -0.0366, -0.0359, 0.0616
Si, 8.2035, 2.7345, 30.0572, -0.123, -0.1128, -0.0571
Si, 0, 5.469, 30.0572, -0.059, -0.066, -0.0624
Si, 5.469, 5.469, 30.0572, 0.0685, 0.0407, 0.0095
Si, 2.7345, 8.2035, 30.0572, -0.1675, -0.1354, -0.0024
Si, 8.2035, 8.2035, 30.0572, -0.0547, -0.0558, 0.0348
Si, 1.3673, 1.3673, 31.4245, 0.0068, 0.001, -0.0098
Si, 6.8362, 1.3673, 31.4245, 0.0195, -0.0606, 0.0213
Si, 4.1018, 4.1018, 31.4245, 0.0002, -0.0279, -0.0345
Si, 9.5708, 4.1018, 31.4245, -0.0039, 0.0424, -0.0321
Si, 1.3673, 6.8362, 31.4245, 0.0624, 0.0006, 0.0046
Si, 6.8362, 6.8362, 31.4245, -0.0273, 0.0825, -0.0089
Si, 4.1018, 9.5708, 31.4245, -0.0044, 0.0113, -0.0389
Si, 9.5708, 9.5708, 31.4245, 0.0263, -0.0523, -0.0387
Si, 2.7345, 0, 0.6835, -0.0265, 0.036, 0.0298
Si, 8.2035, 0, 0.6835, 0.0052, 0.0109, 0.0287
Si, 0, 2.7345, 0.6835, 0.0262, -0.0494, 0.0015
Si, 5.469, 2.7345, 0.6835, -0.042, 0.0488, 0.0047
Si, 2.7345, 5.469, 0.6835, -0.0074, -0.0126, 0.0356
Si, 8.2035, 5.469, 0.6835, -0.0331, -0.0085, 0.0267
Si, 0, 8.2035, 0.6835, -0.0384, 0.0408, -0.0017
Si, 5.469, 8.2035, 0.6835, 0.0505, -0.0878, -0.0001
Si, 4.1018, 1.3673, 2.0507, 0.0776, -0.0107, -0.0196
Si, 9.5708, 1.3673, 2.0507, 0.031, 0.0526, 0.0118
Si, 1.3673, 4.1018, 2.0507, -0.0615, -0.0113, 0.0091
Si, 6.8362, 4.1018, 2.0507, 0.038, -0.0491, 0.0138
Si, 4.1018, 6.8362, 2.0507, 0.0727, 0.1746, -0.0105
Si, 9.5708, 6.8362, 2.0507, 0.0985, 0.0794, 0.0051
Si, 1.3673, 9.5708, 2.0507, -0.0066, -0.1121, 0.0281
Si, 6.8362, 9.5708, 2.0507, -0.0457, 0.0373, 0.0155
Si, 0, 0, 3.418, -0.0678, 0.1068, 0.1417
Si, 5.469, 0, 3.418, -0.0842, 0.056, -0.4224
Si, 2.7345, 2.7345, 3.418, -0.0246, -0.0545, 0.1382
Si, 8.2035, 2.7345, 3.418, -0.0268, 0.1061, -0.1416
Si, 0, 5.469, 3.418, 0.1061, 0.0218, -0.0673
Si, 5.469, 5.469, 3.418, 0.0118, 0.1432, 0.1574
Si, 2.7345, 8.2035, 3.418, 0.1048, -0.0137, -0.1909
Si, 8.2035, 8.2035, 3.418, 0.1893, -0.0608, 0.0794
Si, 1.353, 1.3836, 4.8104, -0.0118, -0.0186, 0.0309
Si, 6.8308, 1.359, 4.742, -0.005, 0.0121, 0.1155
Si, 4.0994, 4.1106, 4.793, 0.0112, 0.0093, 0.1111
Si, 9.5383, 4.1466, 4.7744, 0.0267, -0.0198, 0.0505
Si, 1.4537, 6.7778, 4.7715, -0.0213, 0.0608, 0.0254
Si, 6.8552, 6.8489, 4.8027, 0.0235, 0.0175, 0.0579
Si, 4.0619, 9.6362, 4.7532, 0.0423, -0.0176, 0.0615
Si, 9.5876, 9.5648, 4.8062, 0.0117, 0.0155, 0.0322
Si, 2.7574, 0.0803, 6.2139, 0.0472, 0.0411, -0.0388
Si, 8.1805, 0.0151, 6.1494, 0.0086, 0.0396, -0.0907
Si, -0.005, 2.8057, 6.1348, -0.0083, 0.0405, -0.0268
Si, 5.5128, 2.774, 6.1143, -0.019, -0.0733, -0.0734
Si, 2.8056, 5.4528, 6.2668, 0.0576, -0.0332, -0.0517
Si, 8.2434, 5.5335, 6.2357, -0.0114, 0.0479, -0.0939
Si, 0.1674, 8.2392, 6.0815, -0.0175, -0.0607, -0.0543
Si, 5.4967, 8.3136, 6.0702, -0.0837, -0.0484, -0.055
Si, 4.2744, 1.3582, 7.5403, 0.0788, -0.0103, 0.0273
Si, 9.344, 1.6203, 7.3842, -0.0658, 0.1038, 0.0912
Si, 1.1067, 4.3535, 7.5486, -0.0342, 0.0391, 0.0428
Si, 7.1022, 3.8531, 7.4635, 0.0287, -0.1407, 0.0899
Si, 4.1104, 7.0673, 7.4596, -0.0161, 0.0443, 0.0221
Si, 9.9424, 6.7349, 7.3992, 0.133, -0.0354, 0.0681
Si, 1.806, 9.2703, 7.4685, 0.1322, -0.1201, 0.0619
Si, 6.4699, 9.9627, 7.4472, -0.1616, 0.1624, 0.1156
O, 9.5571, 6.8277, 24.2229, -0.0057, 0.073, 0.0928
O, 4.1434, 1.3762, 24.2057, 0.0236, -0.0059, 0.0416
O, 8.1535, 8.5773, 10.9632, 0.0029, -0.0091, -0.0667
O, 3.7119, 2.076, 8.9448, -0.0273, 0.0443, 0.0229
O, 7.0824, 4.0957, 24.2911, -0.0422, 0.0341, 0.0427
O, 1.5638, 9.2293, 24.2781, -0.0219, -0.0475, 0.0018
O, 6.2923, 4.2981, 8.8374, -0.0118, 0.0516, -0.022
O, -0.7253, 1.8012, 11.0888, -0.0074, -0.0201, -0.0549
O, 8.2331, 2.7329, 7.942, 0.048, -0.0445, -0.0317
O, 6.8948, 9.3181, 8.8981, -0.017, 0.0545, -0.0712
O, 9.487, 7.742, 8.6397, -0.0157, 0.0035, -0.0285
O, 1.3103, 9.8428, 8.9129, 0.0065, -0.0072, -0.0469
O, 5.3798, 0.1873, 7.9376, 0.0003, -0.0168, -0.0231
O, 0.0265, 5.5424, 7.9736, -0.0671, 0.0417, -0.0417
O, 10.0454, 0.8621, 8.6728, -0.0336, 0.0118, -0.0461
O, 5.015, 6.6196, 8.7812, 0.048, -0.0244, -0.005
O, 7.5361, 8.0972, 23.1103, -0.0052, 0.0244, 0.0237
O, 8.4457, 2.1217, 23.1704, 0.0165, -0.0489, -0.0216
O, 5.3254, 5.4908, 23.0232, -0.017, 0.0004, 0.0898
O, 1.8955, 2.3083, 23.1667, -0.0183, -0.0118, 0.0123
O, 11.0629, 0.2494, 23.2962, -0.0214, -0.0215, 0.078
O, 0.3069, 5.2115, 23.0486, 0.0147, -0.0054, 0.0255
O, 3.7097, 7.1288, 24.1825, -0.1224, 0.1148, 0.0472
O, 6.1355, 10.8003, 23.3107, 0.0031, -0.0011, 0.0158
Si, 7.8408, 2.3451, 21.6458, 0.0062, -0.0005, -0.0641
Si, 6.7009, 4.666, 22.8081, -0.011, -0.012, -0.0469
Si, 0.4074, 12.5328, 14.4483, 0.0299, 0.0117, -0.0068
Si, 8.9935, 0.4408, 15.7119, 0.0093, 0.0266, -0.0129
Si, 7.6381, 2.7292, 14.181, -0.0014, -0.0201, -0.0078
Si, 9.9998, 5.8289, 12.2788, 0.0079, -0.0157, 0.0357
Si, 2.8119, 3.0998, 9.8809, -0.0115, -0.0031, 0.0202
Si, 5.1779, 7.4407, 19.4804, 0.0065, -0.0005, -0.0191
Si, 4.4038, 9.0286, 17.1039, -0.0047, 0.0001, 0.0042
Si, 10.7384, 2.6313, 20.2719, -0.0115, 0.008, -0.0511
Si, 9.7072, 0.5213, 10.2283, -0.0202, 0.0008, 0.0802
Si, 2.9404, 11.6614, 17.9443, 0.0173, -0.0302, 0.0029
Si, 13.6479, 8.0391, 12.3914, 0.0086, 0.0008, 0.0356
Si, 0.6869, 7.1127, 14.4186, 0.0276, -0.0037, -0.0092
Si, 9.747, 2.8182, 12.2474, 0.0032, 0.0216, 0.0628
Si, 19.3845, 5.816, 20.6729, 0.0055, -0.0028, -0.0481
Si, 2.5591, 12.0474, 12.2175, 0.0057, 0.0082, 0.042
Si, 7.2375, 9.8135, 10.416, 0.0224, 0.0057, 0.0865
Si, 7.4884, 5.2018, 15.6092, -0.0127, -0.0021, 0.0084
Si, 11.3793, 5.2903, 21.4194, -0.0016, -0.0031, -0.089
Si, 6.2552, -0.1709, 21.6775, 0.0253, -0.0039, -0.0886
Si, 11.0888, 12.4403, 17.395, 0.0154, 0.0199, 0.0111
Si, 3.2442, 10.3312, 20.7336, -0.0102, 0.0222, -0.0463
Si, 2.2707, 6.6275, 17.1088, -0.0105, 0.016, -0.0139
Si, 8.8134, 7.3669, 10.0841, -0.0238, -0.0256, 0.0949
Si, 7.3217, 8.176, 21.4916, 0.0002, 0.0096, -0.0682
Si, 6.4875, 4.9887, 18.3973, -0.0026, 0.0154, -0.0036
Si, 4.1646, 5.2651, 11.6901, -0.0078, 0.0085, 0.0429
Si, 3.851, 3.797, 17.2875, 0.0213, 0.0074, -0.0163
Si, 1.1388, 9.7704, 10.5153, -0.013, -0.0099, 0.0999
Si, -2.2376, 7.3994, 14.3483, -0.0006, -0.012, -0.006
Si, 6.1295, 5.7325, 9.6097, -0.0496, -0.0133, 0.0781
Si, 2.2951, 7.3324, 19.9531, 0.004, -0.0119, -0.0398
Si, 1.2393, 1.0091, 22.3645, 0.0177, 0.0058, -0.0779
Si, 17.6541, 9.4995, 14.9825, -0.0333, -0.0077, -0.0196
Si, 5.0721, 4.1233, 14.4275, -0.0145, 0.01, -0.0129
Si, 4.9734, -0.6013, 12.6002, -0.0303, -0.0196, 0.0086
O, 9.6843, 0.6919, 17.1687, -0.0147, -0.0109, 0.0007
O, 4.1382, 0.8022, 12.5056, 0.0054, -0.0011, -0.0261
O, 7.5346, 4.9168, 19.656, -0.0204, 0.0007, 0.0016
O, 3.2147, 11.3931, 19.5127, -0.0001, 0.007, -0.0067
O, 2.0384, 10.8847, 11.2409, 0.0086, 0.0001, -0.0316
O, 2.4564, -0.0033, 22.0125, 0.0028, -0.0096, 0.032
O, 2.9279, 8.13, 7.9274, 0.0091, 0.0062, -0.0112
O, 3.3049, -4.3382, 11.9703, 0.0146, -0.0245, -0.0344
O, 12.7097, 1.1234, 13.6674, -0.0099, 0.0049, -0.0055
O, 10.8637, 2.539, 18.6399, 0.0046, -0.0107, -0.005
O, 11.5362, 2.2137, 15.964, -0.0075, 0.0002, 0.0084
O, 7.3768, 4.5983, 17.1047, 0.0029, -0.001, 0.0012
O, 6.0017, 5.3963, 14.9168, 0.0066, 0.0028, -0.004
O, 5.6489, 8.9251, 16.0617, 0.0161, 0.0049, -0.0129
O, 5.151, 14.9699, 18.2919, -0.0013, 0.0031, 0.0033
O, 7.4682, 8.4058, 14.0347, 0.0048, 0.0115, -0.0014
O, 2.8558, 5.1088, 17.3954, 0, -0.0046, 0.0048
O, 6.9206, 1.1616, 21.0336, -0.0023, -0.0118, 0.0439
O, 1.895, 8.0157, 13.81, -0.02, -0.0022, -0.0059
O, 12.1295, 6.5444, 15.8706, -0.0028, -0.0033, 0.0034
O, 6.0317, 13.803, 14.0397, 0.0149, -0.0015, 0.0014
O, 3.2565, 2.3129, 17.6679, -0.0034, 0.004, 0.0063
O, 14.7175, 6.6715, 19.8039, -0.0054, 0.007, 0.0261
O, 7.6377, 6.3157, 9.6866, 0.0343, 0.0369, -0.0506
O, 10.0601, 6.76, 10.9475, -0.0237, 0.0113, -0.054
O, 1.4866, 6.4924, 21.088, 0.0055, 0.0107, 0.0244
O, 8.3922, 7.4384, 20.5128, -0.0031, -0.0032, 0.0344
O, 5.6767, 5.6212, 11.1802, -0.0275, -0.0046, -0.0574
O, -0.1971, 2.788, 13.533, -0.0193, -0.0116, -0.0251
O, 10.2331, 0.3695, 14.6048, -0.018, -0.0119, 0.0049
O, 8.2497, 2.3656, 12.7205, 0.0018, 0.0115, -0.0048
O, 25.2768, 7.7747, 16.7349, -0.0028, -0.0003, -0.0088
O, 0.4466, 1.3199, 20.9794, 0.0002, 0.0013, 0.0274
O, 8.303, 6.5941, 15.7157, 0.0006, -0.0037, 0.0032
O, 10.015, 16.4689, 20.5674, 0.0044, -0.0039, 0.0424
O, -0.4324, 10.1346, 10.7653, 0.012, 0.0018, -0.0648
O, 7.9868, 1.6466, 15.3205, 0.0084, -0.0105, -0.0019
O, 1.5462, 7.154, 18.496, 0.0019, -0.005, -0.0041
O, 7.932, 16.4877, 22.2085, 0.0129, 0.0174, 0.0193
O, 8.3064, 15.064, 14.7046, 0.0016, 0.0001, 0.0031
O, 8.1145, 11.1907, 10.4228, -0.0134, -0.0131, -0.0508
O, 5.9115, -0.8458, 11.2939, -0.012, 0.0089, -0.0147
O, 14.6884, 10.5435, 17.0349, -0.0047, 0.0053, 0.0085
O, -1.1465, 4.3346, 11.6984, -0.0021, -0.0173, -0.018
O, 15.8617, -2.0986, 18.6579, 0.0001, 0.0049, 0.005
O, 7.4012, -1.1965, 21.1628, -0.0128, 0.0112, 0.052
O, 4.1799, 4.4636, 13.1142, -0.0052, 0.002, -0.0159
O, 5.8994, -0.477, 13.9455, 0.0257, -0.011, 0.0088
O, 1.3477, 11.3843, 17.708, -0.0111, 0.0079, -0.0004
O, 3.9276, 9.0856, 12.6536, 0.0203, 0.0066, -0.0232
O, 5.8771, 7.6025, 20.9461, -0.0137, -0.0037, 0.0283
O, 3.5807, 4.4362, 10.4083, 0.0334, 0.0282, -0.0112
O, 6.0088, 6.5448, 18.4014, 0.0043, -0.0142, 0.0019
O, 12.4983, 3.6072, 8.9562, 0.0503, -0.0435, 0.0033
O, 13.4529, 8.9023, 20.3731, 0.0008, -0.0063, 0.0269
O, 8.6896, 6.3535, 13.0993, -0.0107, 0.0089, -0.0023
O, 10.224, 7.9819, 14.5723, -0.0181, 0.0104, -0.0041
O, 4.1641, 3.677, 15.6892, -0.005, 0, 0.0078
O, 1.6489, 8.3847, 11.189, 0.0067, 0.0092, -0.0518
O, 9.1375, 2.7222, 20.702, 0.0043, 0.002, 0.0349
O, 15.7526, 10.2622, 21.1409, -0.0249, -0.0012, 0.0331
O, 6.614, 3.442, 21.7568, 0.0076, -0.0014, 0.04
O, 0.3544, 5.942, 13.2929, -0.0051, 0.0119, -0.0044
O, 7.9901, -0.824, 15.8091, -0.0006, 0.002, 0.0022
O, 11.7446, 3.8192, 20.8107, -0.0007, 0.0037, 0.0435
O, 13.2915, 2.4507, 11.3145, -0.0134, -0.0213, -0.0284

Results
free energy: -135734.081 eV
free energy less fixed offsets of O -568.88, Si -635.61 eV per atom: 1.249 eV

The program warned: the cutoff lies below the one the program advises for these potential files; the forces do not sum to zero within the program's tolerance; the exchange-correlation potential is rough where the density is thin.
